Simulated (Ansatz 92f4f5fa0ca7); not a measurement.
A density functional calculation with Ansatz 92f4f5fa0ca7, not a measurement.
Periodic cell of 234 atoms, Si128O62H32N12, with a vacuum gap, from a study of silicon, its oxide and their interface. The atomic structure is a simulated model.

Settings
functional: r2SCAN
potential files: Ansatz PAW
basis: plane waves
wave-function cutoff: 800 eV
density cutoff ratio: 5
exchange-correlation grid ratio: 1
k mesh: 1 x 1 x 1, shifted by 0.5 0.5 0 of a step
self-consistency stop: 1e-11 eV per atom in the density residual
occupations: fixed
spin: none
net charge: 0
applied field: sawtooth along c, amplitude +0.015 V/angstrom in the program's sign convention, ramp centred at 0.9876 of c and 0.0247 of c wide, no dipole correction

Cell vectors (angstrom)
a 10.8904 0 0
b 0 10.8904 0
c 0 0 40.4853

Atoms: element, x, y, z (angstrom)
Si -2.8338 -3.423 26.9375
Si 0.1474 -0.7175 26.7779
Si -3.3577 2.7267 26.7335
Si -0.5344 -5.5178 26.7415
Si -8.6636 -2.959 27.338
Si -5.9069 -0.0971 26.6374
Si 2.606 2.0027 26.6438
Si -5.5162 -5.8536 26.8382
Si -1.6698 -1.6719 28.0143
Si 1.1233 0.9554 28.1302
Si -1.6772 -7.1266 28.0294
Si 0.8461 -4.4427 28.3662
Si -7.0188 -1.5881 28.1808
Si -4.4687 1.1186 28.0441
Si 3.6734 3.7706 27.925
Si -4.3851 -4.4457 28.3177
Si -3.0686 -0.2635 29.3536
Si -0.3115 2.4024 29.3821
Si -3.0228 -5.8299 29.5669
Si -0.4682 -2.9728 29.6004
Si 2.4419 -0.3025 29.5757
Si 5.029 2.4744 29.422
Si 2.3551 5.0801 29.4579
Si -5.7396 -2.9749 29.5368
Si -4.4227 -1.5524 30.8318
Si -1.749 1.1183 30.7547
Si -4.4985 3.7978 30.8484
Si -1.8052 -4.3399 30.924
Si 0.9761 -1.615 30.88
Si 3.7035 1.1622 30.8731
Si 0.968 3.7976 30.8245
Si 3.6828 -4.3353 30.7931
Si 1.3478 -1.2877 9.659
Si 4.0198 1.4805 9.7116
Si 1.3257 4.1562 9.6237
Si 4.0674 -3.9996 9.6501
Si 6.7243 -1.2638 9.5715
Si -1.416 1.5415 9.5522
Si 6.7556 4.1182 9.734
Si -1.4393 6.8937 9.6497
Si 2.6231 0.1508 11.0587
Si 5.3356 2.8335 11.171
Si 2.7951 5.4192 10.9685
Si 5.2977 -2.4729 10.9872
Si -2.8169 0.1868 10.8031
Si -0.2039 2.9821 10.9785
Si 8.0679 5.5797 11.0551
Si -0.0871 -2.6007 10.9654
Si 1.2226 1.6538 12.2223
Si 4.1376 4.3026 12.6887
Si 1.2717 -4.1576 12.0892
Si 3.935 -1.1628 12.5261
Si -4.2239 1.2857 12.3274
Si -1.5657 4.2816 12.5725
Si 6.7408 -3.7837 12.2508
Si -1.381 -0.9808 12.168
Si -0.3959 0.669 13.5784
Si 2.3627 3.0611 13.6951
Si 0.249 -5.5289 13.7396
Si 2.5852 -2.8589 13.4402
Si 5.6223 -0.1655 13.9717
Si -2.8753 2.5813 13.6743
Si 5.2 6.3433 13.8656
Si -2.8369 -2.2149 13.4097
Si -6.9481 4.2346 20.6026
Si -3.5279 0.4863 18.298
Si 5.9675 2.191 16.0402
Si 2.1111 -5.5033 18.8202
Si -2.7703 4.9486 21.9669
Si -3.2878 -2.9624 22.1985
Si 0.8231 -0.4675 16.2637
Si -0.7503 0.5917 18.5831
Si -0.8734 -1.3318 24.009
Si -3.913 -1.7481 24.7504
Si -1.019 -7.8114 20.2831
Si 3.3619 0.9817 15.9336
Si 0.1087 -3.1965 19.3019
Si 3.4698 -4.7962 25.0599
Si -1.6929 -1.8396 17.2685
Si -1.3118 -1.3795 21.0312
Si -4.3833 -2.6031 15.7477
Si -0.5628 -3.8631 22.3471
Si 3.7494 3.1982 17.7455
Si -1.3139 1.1834 22.5598
Si -3.6504 -8.284 23.7432
Si -8.22 -1.6499 19.7401
Si 2.6054 -0.1698 22.286
Si 1.3344 3.9351 24.5843
Si -6.0986 2.0532 22.3631
Si -0.1216 -2.9593 15.0017
Si 1.1358 -6.0594 21.6257
Si -5.6767 -1.778 18.2527
Si -10.1959 1.1312 24.4041
Si -9.0385 -3.1451 23.1312
Si -3.4967 -8.7424 20.9685
Si 4.3187 6.914 19.7887
Si -3.1461 -2.921 32.2294
Si -0.4055 -0.1957 32.1746
Si -3.1158 2.4707 32.1845
Si -0.3811 5.2168 32.205
Si 2.3308 -2.9733 32.2089
Si -5.8152 -0.1903 32.2002
Si 2.3163 2.5102 32.2216
Si 5.0502 -5.6413 32.171
Si -1.7885 -1.5314 33.5425
Si 0.8913 1.2136 33.5554
Si -1.8041 3.9079 33.5497
Si 0.9305 -4.2711 33.5794
Si -7.2394 -1.5229 33.5408
Si -4.5049 1.1893 33.5804
Si 3.6544 -6.9493 33.5312
Si -4.5585 -4.2225 33.5626
Si 1.375 1.3349 6.9261
Si 4.0692 4.0913 6.9662
Si 1.3602 6.8393 6.9039
Si 4.0946 -1.3421 6.9345
Si 6.7929 1.388 6.8978
Si -1.3432 4.1351 6.9185
Si 6.8135 -4.1129 6.9351
Si -1.3789 -1.3439 6.9578
Si -0.0285 0.0612 8.3064
Si 2.6573 2.7421 8.2915
Si -0.018 5.5443 8.2916
Si 2.6943 -2.6736 8.281
Si 5.3838 0.115 8.2799
Si 8.0964 2.8347 8.2305
Si 5.4317 5.4785 8.3307
Si 8.0924 -2.683 8.2747
O -7.1131 0.9242 26.1248
O -4.4053 -6.9587 26.4313
O 0.2785 0.3367 14.9923
O -5.3619 -3.1097 19.147
N -9.3362 2.3496 25.2723
N 0.0286 -0.2815 25.113
O 1.2099 -1.9511 26.5744
O 3.77 -3.7677 14.1663
O 0.0674 -4.5855 15.0915
O -2.9104 -1.8653 21.0369
N -8.5335 -6.1189 20.4196
O -3.0266 -8.6355 25.1935
O -3.4383 -6.7267 23.2402
O -3.8637 -3.0172 25.7375
O -0.7493 -0.3574 19.9135
O -1.5897 -2.9115 14.2684
O 7.0347 2.8477 14.9916
O 2.4296 4.1993 17.711
O -7.1515 -1.2326 18.6073
O 1.5555 0.7362 23.0813
O -1.6826 -4.4215 26.2922
O 6.1218 -4.1131 15.2045
O -1.2416 -2.837 18.4749
O -4.6176 -0.6395 18.6017
O 3.3374 1.6531 17.4338
O -4.3261 -2.2785 23.2528
O 0.2862 -2.6667 23.7461
O -1.6255 1.6202 14.0966
O -2.3591 -1.2148 24.7615
O 2.9452 -3.9902 26.3273
O -1.2991 -5.3581 22.3516
O -0.6387 1.8792 23.8549
O 3.3789 -4.4971 18.5626
N 6.7679 9.4139 14.4377
O -3.1485 1.1735 19.7306
O -4.0978 1.6274 17.3153
O -6.9705 3.3738 21.9811
O -5.0336 -0.7112 25.3528
O -5.8879 -5.1554 25.3874
O 2.4943 -1.6794 22.861
O -6.5384 3.4108 19.2466
O -7.5213 -2.8915 20.588
N -0.2281 -1.8737 16.3142
O -6.8797 0.6433 22.4467
N -2.6323 -7.2202 20.7182
O -5.2612 -8.5805 23.726
O -0.027 4.3005 20.5675
N 5.0264 0.8487 15.3402
O 0.7133 6.2383 18.8151
N -0.465 -2.8902 20.9073
O 1.3304 -2.1597 19.0105
O 4.9539 3.372 16.6138
O 2.7238 -6.2053 24.8943
O -3.0107 -2.5643 16.6359
N -2.9642 1.5973 22.5258
O -5.6106 -2.1121 16.6755
N -1.0141 -0.5173 22.5073
O -1.8791 -3.0667 23.0715
O -3.5863 -4.5001 21.711
N 1.0723 -4.4466 22.2999
O 1.3035 -2.376 14.3879
O 1.2706 4.1756 14.2092
O -6.0579 -5.2636 20.647
O 2.6817 2.0992 14.9677
O -7.7427 -3.836 23.8173
O -0.6156 1.8936 21.3035
O -9.7285 3.8766 22.9594
N -2.0613 -0.1885 17.7194
O -5.09 -8.7948 21.0918
O -8.5393 -0.3822 20.6966
O -0.8502 2.2191 18.8711
O 2.4632 -0.3805 16.0348
O 0.5553 0.3367 17.6607
O 0.1576 4.7742 25.3659
H -0.9558 -2.3422 34.4749
H -2.6124 -0.7117 34.4749
H 1.7249 0.4038 34.4879
H 0.0752 2.0411 34.4879
H -0.9762 3.0922 34.4821
H -2.6084 4.7468 34.4821
H 1.7536 -5.0916 34.5118
H 0.1255 -3.4329 34.5118
H -8.0565 -0.6964 34.4732
H -6.4168 -2.3439 34.4732
H -3.6866 0.3641 34.5128
H -5.3058 2.0315 34.5128
H 4.4914 -7.7556 34.4637
H 2.8201 -6.1402 34.4637
H -3.7208 -5.0281 34.4951
H -5.3738 -3.3943 34.4951
H 2.199 0.5152 5.9937
H 0.5567 2.1601 5.9937
H 4.8853 3.2639 6.0338
H 3.2413 4.907 6.0338
H 0.5225 7.6449 5.9715
H 2.1645 6.0003 5.9715
H 3.262 -0.5313 6.0021
H 4.8997 -2.1803 6.0021
H 5.9593 2.1978 5.9653
H 7.61 0.5615 5.9653
H -0.5423 3.2929 5.9861
H -2.1802 4.9414 5.9861
H 5.9904 -3.2924 6.0026
H 7.6478 -4.922 6.0026
H -2.2015 -0.5229 6.0254
H -0.5636 -2.1721 6.0254

Results
free energy: -122368.846 eV
free energy less fixed offsets of H -15.71, N -386.36, O -570.45, Si -639.56 eV per atom: 1.774 eV

Forces (eV/angstrom), in the order of the atoms: element, x, y, z
Si -0.0015 0.0065 0.0197
Si 0.004 0.002 0.0224
Si 0.0011 0.0067 0.0324
Si 0.0039 0.0063 0.031
Si 0.0031 -0.0075 0.0037
Si 0.0011 -0.0014 0.0359
Si -0.0076 0.0079 0.0306
Si 0.0006 -0.0071 0.0255
Si 0.0031 -0.0134 -0.0139
Si 0.0077 -0.0081 -0.0153
Si -0.0043 0.0069 -0.0089
Si 0.0008 0.014 -0.0226
Si -0.0201 -0.0015 -0.0184
Si -0.0129 0.013 -0.0097
Si 0.0041 -0.0017 -0.0122
Si -0.001 -0.0046 -0.0096
Si 0.0114 -0.0217 0.0171
Si 0.006 0.0124 0.0037
Si 0.0032 -0.0026 0.0084
Si 0.0082 -0.004 0.0069
Si 0.0035 -0.0128 0.0016
Si -0.0013 -0.006 0.0051
Si 0.0041 -0.0049 0.0156
Si 0.0069 -0.0001 0.019
Si -0.0118 0.0071 0.0241
Si -0.0055 0.0173 0.036
Si -0.011 0.0026 0.0209
Si -0.0034 0.0182 0.0125
Si -0.0138 -0.0014 0.0046
Si -0.0191 0.0108 0.0098
Si -0.0268 -0.0058 0.0207
Si -0.0264 0.0047 0.0215
Si 0.0151 -0.0091 -0.0211
Si 0.0074 -0.0066 -0.0288
Si 0.0077 -0.0196 -0.0117
Si -0.0047 -0.0186 -0.0107
Si 0.0265 -0.0056 -0.0146
Si 0.0217 -0.0168 -0.015
Si 0.035 0.003 -0.0298
Si 0.0073 -0.0113 -0.0169
Si -0.0064 -0.0038 -0.0067
Si -0.0057 0.0094 -0.0057
Si -0.0164 0.0168 -0.0029
Si -0.0041 0.0012 -0.0092
Si 0.0043 -0.0023 -0.0046
Si -0.0058 -0.0038 -0.006
Si 0.0015 0.0028 -0.0054
Si -0.0015 0.0102 -0.0133
Si 0.0021 0.0101 0.0127
Si -0.0095 0.0082 0.0147
Si 0.0093 -0.0009 0.0197
Si 0.0049 -0.0061 0.0075
Si 0.0099 -0.0046 0.0113
Si 0.0019 -0.004 0.0122
Si 0.0043 0.0137 0.0119
Si -0.0098 0.0022 0.01
Si 0.0033 0 0.0061
Si -0.001 -0.0085 0.0058
Si -0.0116 0.0069 -0.0046
Si -0.0082 -0.0041 0.0014
Si -0.0055 0.002 0.0025
Si 0.0037 -0.0052 0
Si -0.0035 0.005 -0.0083
Si 0.0042 -0.0065 0.0035
Si -0.0086 -0.0011 0.0185
Si 0.0094 0.0057 0.0322
Si -0.0042 0.0008 0.028
Si 0.0045 0.0005 0.0223
Si 0.0137 -0.0008 0.0253
Si -0.0078 0.0052 0.0151
Si 0 -0.0085 0.0259
Si -0.005 0.0061 0.0337
Si 0.0033 -0.0092 0.0129
Si -0.0107 -0.0045 0.0284
Si -0.0039 0.0139 0.0255
Si 0.0006 -0.0037 0.0195
Si 0.0069 -0.0061 0.0334
Si 0.0008 0.0059 0.0271
Si -0.0009 0.0023 0.0339
Si -0.0088 -0.0103 0.0371
Si -0.0019 0.0098 0.0273
Si 0.0842 0.0871 0.1521
Si -0.0054 0.0158 0.033
Si 0.0018 -0.005 0.0164
Si -0.001 -0.0075 0.0303
Si -0.003 -0.006 0.0216
Si -0.0058 -0.0014 0.0167
Si 0.0029 0.0057 0.0644
Si -0.0031 -0.0037 0.0212
Si -0.0009 0.0241 0.0146
Si -0.004 0.0156 0.0236
Si -0.0026 0.0004 0.0256
Si -0.0005 0.004 0.0271
Si -0.0007 -0.003 0.0026
Si 0.0174 0.0088 0.0247
Si -0.0078 -0.0028 0.017
Si 0.0497 -0.0363 0.1778
Si 0.0277 -0.0497 0.1764
Si 0.0225 -0.0072 0.1841
Si 0.0329 -0.0477 0.1765
Si 0.0074 0.0119 0.1757
Si 0.0044 -0.0362 0.1815
Si 0.0429 -0.027 0.1667
Si 0.0523 -0.0539 0.1841
Si 0.1801 -0.1072 0.3357
Si 0.287 -0.2544 0.3425
Si 0.1701 -0.1806 0.1557
Si 0.2369 -0.2493 0.2961
Si 0.2051 -0.2068 0.1522
Si 0.2557 -0.2583 0.3288
Si 0.0645 -0.2296 0.3353
Si 0.1643 -0.1911 0.3242
Si -0.176 0.195 -0.3816
Si -0.1514 0.1546 -0.1108
Si -0.195 0.2395 -0.2698
Si -0.2132 0.2319 -0.2257
Si -0.2433 0.3715 -0.3286
Si -0.2555 0.2131 -0.251
Si -0.1904 0.1499 -0.3408
Si -0.1256 0.1484 -0.2114
Si -0.0634 0.0214 -0.1728
Si -0.021 0.0547 -0.1779
Si -0.0299 0.0228 -0.1898
Si -0.0135 0.0218 -0.1746
Si -0.065 0.0413 -0.1997
Si -0.0239 0.0473 -0.1955
Si -0.0533 0.0274 -0.1722
Si -0.0075 0.023 -0.1679
O 0.0035 -0.0074 -0.0067
O -0.003 -0.0106 -0.0152
O -0.0092 0.0109 -0.0236
O 0.0073 0.0074 -0.0119
N -0.0038 -0.0003 -0.003
N -0.0025 -0.013 -0.0151
O -0.0041 -0.0004 -0.0049
O 0.0062 -0.0063 -0.0043
O 0.0026 0.0019 -0.0104
O -0.0034 0.0035 -0.0119
N 0.0082 0.0038 -0.0161
O -0.0025 -0.002 -0.0149
O -0.0033 0.0109 -0.0056
O -0.005 0.0057 -0.0137
O 0.0094 0.0095 -0.0257
O -0.009 -0.005 -0.0103
O 0.0121 -0.0006 -0.0172
O 0.0022 -0.0131 -0.0188
O 0.0042 0 -0.0125
O 0.0036 -0.0009 -0.0171
O -0.0038 -0.0032 -0.002
O -0.0089 -0.0158 -0.017
O -0.008 0.0065 -0.0151
O -0.0013 0.003 -0.0142
O 0.0084 -0.0098 -0.0115
O 0.0049 0.0013 -0.0223
O -0.0874 -0.0864 -0.1366
O -0.0029 0.0016 -0.0052
O 0.0026 0.0029 -0.0148
O 0.0023 -0.007 -0.0189
O -0.0001 0.0047 0.0022
O -0.0109 -0.0001 -0.0149
O 0.0043 0.0031 -0.0151
N 0.0058 0.0108 -0.0108
O -0.0053 -0.0043 -0.0237
O -0.0059 0.0046 -0.0194
O -0.0099 0.0028 -0.0188
O 0.0009 -0.0084 -0.0063
O -0.0003 -0.0036 -0.0113
O 0.006 0.0133 0.0024
O 0.0094 -0.0059 -0.0237
O 0.0019 -0.0032 -0.0135
N 0.001 -0.0089 -0.0142
O 0.002 0.0018 -0.0107
N 0.0044 -0.0038 -0.0074
O -0.0078 0.0026 -0.0063
O -0.0046 -0.005 -0.0107
N 0.0012 -0.0053 -0.0214
O -0.0049 0.0018 -0.007
N 0.0103 0.0121 -0.01
O 0.0043 0.0035 -0.0118
O 0.0072 -0.0013 -0.0199
O 0.0005 0.0003 -0.0036
O -0.0086 -0.0052 -0.0157
N -0.0057 0.0053 -0.0206
O 0.0056 0.0037 -0.0203
N 0.0034 0.0047 -0.0246
O -0.0243 0.0064 -0.0137
O -0.0011 0.0054 -0.0039
N 0.008 -0.0247 -0.0222
O 0.0148 0.0042 -0.0081
O 0.0034 0.0052 -0.0069
O 0.0018 0.0045 -0.0076
O 0.0017 0.007 -0.0175
O 0.0108 0.0047 -0.0159
O 0.002 0.0082 -0.0244
O -0.0017 0.0071 -0.0054
N -0.0069 -0.0061 -0.0146
O 0.0083 0.0034 -0.0163
O 0.0042 -0.008 -0.0154
O 0.0064 -0.0069 -0.0135
O 0.0051 0.0018 -0.0043
O 0.0042 -0.0017 -0.0196
O 0.007 -0.0033 -0.0072
H -0.2794 0.3261 -0.236
H 0.2892 -0.273 -0.3132
H -0.3489 0.1969 -0.1914
H 0.3115 -0.3277 -0.3254
H -0.4155 0.3279 -0.194
H 0.1678 -0.2521 -0.3565
H -0.3676 0.3359 -0.1815
H 0.2141 -0.2874 -0.3434
H 0.199 -0.2335 -0.3602
H -0.3581 0.3924 -0.1947
H -0.3469 0.3058 -0.184
H 0.2419 -0.2332 -0.3378
H -0.2959 0.2644 -0.235
H 0.349 -0.2758 -0.3099
H -0.2734 0.2285 -0.2259
H 0.2537 -0.4078 -0.2984
H -0.3336 0.2998 0.2998
H 0.2537 -0.2528 0.2102
H -0.26 0.2976 0.3244
H 0.336 -0.264 0.2457
H 0.3634 -0.258 0.189
H -0.2442 0.2803 0.3127
H 0.3285 -0.3962 0.1758
H -0.1452 0.311 0.3404
H 0.3442 -0.3216 0.1395
H -0.2631 0.2608 0.3304
H -0.1928 0.2135 0.3503
H 0.5097 -0.254 0.1419
H 0.2093 -0.3328 0.2135
H -0.3377 0.316 0.3075
H 0.3372 -0.2851 0.2363
H -0.252 0.2912 0.3192

The program warned: the cutoff lies below the one the program advises for these potential files; the forces do not sum to zero within the program's tolerance; empty levels may hold ghost states of the PAW files; the exchange-correlation potential is rough where the density is thin.
